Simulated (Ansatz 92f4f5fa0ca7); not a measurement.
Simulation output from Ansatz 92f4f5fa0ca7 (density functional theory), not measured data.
Periodic cell of 220 atoms, Si132O88, from a study of silicon, its oxide and their interface. The atomic structure is a simulated model.
This geometry differs little from another in the collection (a relaxation step or a small displacement).

Settings: functional r2SCAN; potential files Ansatz PAW; basis plane waves; wave-function cutoff 800 eV; density cutoff ratio 5; exchange-correlation grid ratio 1; k mesh 1 x 1 x 1, shifted by 0.5 0.5 0 of a step; self-consistency stop 1e-10 eV per atom in the density residual; occupations fixed; spin none; net charge 0.

Cell vectors (angstrom)
a  10.887  0  0
b  0  10.887  0
c  0  0  31.3558

Atoms: element, x, y, z (angstrom)
Si  0.2032  -0.2687  0.1479
Si  2.6593  2.6122  0.4175
Si  0.4884  4.8489  -0.0317
Si  2.2909  8.2992  0.1187
Si  4.7632  0.3452  0.043
Si  7.6672  2.9123  -0.0724
Si  5.4355  5.1271  0.2232
Si  8.0387  8.0196  -0.1018
Si  1.2586  1.2227  1.6087
Si  4.0305  3.9955  1.665
Si  1.2884  6.6189  1.3868
Si  3.864  9.5268  1.3974
Si  6.5907  1.3086  1.2635
Si  9.4769  3.9504  1.155
Si  6.6482  6.801  1.3464
Si  9.4134  9.4121  1.2636
Si  -0.1601  2.6784  2.7343
Si  2.6407  -0.0877  2.9216
Si  -0.1095  8.0478  2.6892
Si  2.6739  5.4463  2.8617
Si  5.435  2.6131  2.8651
Si  8.0461  -0.0488  2.5955
Si  5.3262  8.1868  2.7016
Si  8.1539  5.4032  2.5946
Si  1.2556  4.0414  4.0944
Si  4.0474  1.2901  4.1995
Si  1.2516  9.4045  4.1297
Si  4.0456  6.8284  4.1411
Si  6.8322  4.06  4.0621
Si  9.3975  1.3021  4.0506
Si  6.7337  9.5166  4.0427
Si  9.4439  6.7319  4.0685
Si  -0.075  -0.0243  5.4095
Si  2.6653  2.711  5.4498
Si  -0.0521  5.4237  5.4639
Si  2.6785  8.1451  5.5125
Si  5.4361  -0.0418  5.5065
Si  8.1425  2.7033  5.4639
Si  5.4573  5.4404  5.4152
Si  8.1143  8.15  5.3958
Si  1.3198  1.3364  6.7862
Si  4.0674  4.0877  6.7604
Si  1.3295  6.7721  6.8338
Si  4.0649  9.5085  6.8588
Si  6.7894  1.359  6.8302
Si  9.5111  4.0605  6.8335
Si  6.7935  6.8049  6.7942
Si  9.4851  9.5132  6.7654
Si  0.0208  2.7218  8.1742
Si  2.7147  0.0315  8.1719
Si  -0.0031  8.2083  8.1361
Si  2.7496  5.4428  8.1562
Si  5.4292  2.7566  8.1421
Si  8.181  -0.0034  8.1513
Si  5.4654  8.1586  8.1871
Si  8.1733  5.4762  8.1637
Si  1.4041  4.0987  9.5196
Si  4.0954  1.4048  9.5159
Si  1.3777  9.541  9.522
Si  4.111  6.7985  9.531
Si  6.791  4.1263  9.4994
Si  9.5553  1.3443  9.5068
Si  6.8482  9.537  9.529
Si  9.5381  6.8797  9.5023
Si  0.0345  0.0106  10.8987
Si  2.7806  2.7757  10.9073
Si  0.0813  5.5694  10.8002
Si  2.7887  8.2031  10.8634
Si  5.4989  0.0465  10.8361
Si  8.1856  2.752  10.784
Si  5.4855  5.4885  10.9258
Si  8.2195  8.2194  10.939
Si  1.4191  1.3846  12.2095
Si  4.1385  4.1432  12.3028
Si  1.4449  6.8829  12.2491
Si  4.1917  9.5552  12.1953
Si  6.8581  1.4143  12.1844
Si  9.5553  4.1974  12.0076
Si  6.849  6.8692  12.2963
Si  9.6016  9.5663  12.3334
Si  0.0559  2.9131  13.3278
Si  2.8446  0.04  13.5275
Si  0.1475  8.2482  13.7044
Si  2.8279  5.5623  13.6637
Si  5.5402  2.7721  13.6015
Si  8.2366  0.1218  13.6103
Si  5.5485  8.2722  13.69
Si  8.2726  5.4647  13.5108
Si  1.2101  4.3216  14.8066
Si  4.3858  1.1791  14.8745
Si  1.8117  9.425  14.9799
Si  3.9748  7.1498  15.0361
Si  7.1392  3.9284  14.8837
Si  9.4125  1.8568  14.6738
Si  6.6731  9.9232  14.9901
Si  9.9031  6.5242  14.8123
Si  3.0099  2.9624  17.009
Si  13.2887  0.6961  26.9212
Si  -6.9361  6.7596  29.3932
Si  9.2523  -3.9704  17.7588
Si  8.6942  3.0909  28.5109
Si  21.8803  11.1748  16.8061
Si  13.7836  -7.0646  23.1259
Si  7.0981  16.6995  19.4457
Si  5.2636  -5.6951  17.1138
Si  5.8624  4.1434  23.5498
Si  1.9912  -4.5638  21.4435
Si  -8.6465  -1.8655  22.4992
Si  3.5585  11.8699  22.4437
Si  -14.066  -2.6299  21.1159
Si  11.8159  13.2538  18.9667
Si  14.5219  7.7752  24.9918
Si  -11.3255  -3.7567  26.6889
Si  10.2988  1.8183  21.5162
Si  12.4321  3.2264  25.6713
Si  0.0227  -9.8487  28.6717
Si  -2.4191  -1.178  17.5208
Si  -1.3466  5.9819  29.3131
Si  -11.6812  1.6292  24.5622
Si  19.0164  11.1171  20.1403
Si  -4.9413  -1.6684  29.314
Si  -3.4654  13.6273  25.5793
Si  6.2482  1.5646  21.8438
Si  19.9154  6.4005  24.225
Si  -5.1508  0.5488  24.4236
Si  -0.154  -0.6889  26.2971
Si  4.9104  -11.9463  26.657
Si  13.2331  -4.9852  26.8428
Si  -1.9361  4.631  21.4751
Si  -4.5263  -3.8716  23.5888
Si  11.1383  16.1996  19.3129
Si  10.4911  7.9067  22.3028
O  -3.9116  8.0502  -8.8232
O  -11.7008  -5.6183  -10.8378
O  -0.5546  -2.2332  -5.1641
O  -10.5986  -7.0521  -12.7165
O  -4.3021  4.113  -0.3384
O  -1.6153  3.0631  -9.764
O  1.2255  9.4459  -0.3781
O  1.7363  3.9119  -7.129
O  7.3371  -1.9206  -1.2532
O  4.0772  -6.7601  -14.137
O  -1.0434  -0.8323  -14.5782
O  12.5592  -5.0728  -11.4213
O  7.8999  2.9217  -4.2487
O  8.8277  6.798  -0.85
O  10.6652  0.6222  -1.1505
O  0.0919  5.399  15.3362
O  -2.1597  4.6639  28.8658
O  5.4915  0.0914  15.3877
O  3.696  1.7251  16.2462
O  2.865  8.2747  15.5146
O  4.6773  6.5261  16.3882
O  0.6896  2.1343  20.5595
O  11.472  17.4973  22.2048
O  10.4927  1.4365  15.8124
O  6.4787  4.6003  16.2195
O  6.9513  -3.5991  20.0763
O  28.43  -10.3344  23.0783
O  10.7236  6.4556  18.2422
O  16.63  5.4423  18.6469
O  9.1689  7.0644  16.1634
O  -15.0184  -17.7139  24.9077
O  8.2808  2.8395  15.3629
O  9.9048  6.0653  25.5584
O  4.3139  14.7638  23.896
O  13.6691  -5.7849  22.1463
O  6.3266  -7.8328  22.4563
O  15.6419  1.1672  21.3713
O  8.1742  0.049  18.5378
O  16.9629  9.6378  27.7573
O  9.5553  11.4272  20.8424
O  13.6123  13.2588  22.4036
O  -7.8755  6.3434  25.4217
O  -0.1745  1.5582  23.0614
O  18.3541  9.7837  20.7267
O  28.9409  1.4582  20.5386
O  5.6882  -0.8206  25.2533
O  5.0019  7.569  24.1916
O  -7.4607  -15.6872  28.0256
O  -3.5927  -1.416  16.4417
O  24.5326  29.5492  21.5424
O  0.314  1.0596  18.2147
O  -1.5634  -2.901  21.1751
O  -0.6548  -10.9748  27.719
O  -6.995  0.1143  27.1345
O  2.5739  -8.8605  26.0112
O  -4.8695  5.5993  22.8913
O  7.5525  15.7199  20.661
O  -5.7175  -11.3261  30.0219
O  7.5179  -4.1366  24.6963
O  -6.3871  5.5623  30.3173
O  0.0864  2.5265  25.5945
O  1.7833  3.5193  16.109
O  -2.1092  8.3538  18.348
O  3.7001  1.5592  30.9787
O  2.7545  -3.3008  30.0828
O  11.9823  -4.0097  27.0841
O  3.9675  -2.3502  26.3844
O  -2.2565  2.2984  24.6001
O  -1.1874  7.767  23.6837
O  11.5104  -1.7248  22.3177
O  -8.4211  -8.4145  18.4608
O  10.1892  2.4689  28.4115
O  -9.1146  -6.4982  26.7691
O  1.6117  1.114  28.2948
O  2.7833  10.4931  22.1035
O  8.2421  5.7932  18.3034
O  -1.9113  5.313  22.9787
O  12.2876  10.3559  16.2806
O  -0.8813  0.1066  25.0949
O  10.9914  5.5014  29.8621
O  9.5998  6.9614  28.0432
O  -4.6308  -9.2593  25.5028
O  2.6371  8.6234  24.028
O  -6.6671  0.8468  23.9237
O  1.6295  3.6826  30.9889
O  5.1643  7.8091  29.2559
O  7.9754  2.3439  29.7663
O  1.4543  -0.4203  26.1983

Results
free energy: -134624.139 eV
free energy less fixed offsets of O -570.45, Si -639.56 eV per atom: -2.619 eV

Forces (eV/angstrom), in the order of the atoms: element, x, y, z
Si  -0.0022  0.0104  -0.0541
Si  -0.0003  -0.004  -0.0253
Si  -0.0003  0.0085  -0.0507
Si  -0.0021  -0.0045  -0.0417
Si  0.0039  -0.007  -0.0494
Si  0.0073  -0.0065  -0.0484
Si  -0.009  0.0037  -0.041
Si  0.0009  -0.0049  -0.0577
Si  -0.0017  0.0053  0.0002
Si  -0.0005  -0.0019  0.0019
Si  -0.001  -0.0026  0.0044
Si  0.0004  0.0009  0.0013
Si  -0.0039  -0.0013  0.0026
Si  0.005  -0.0006  0.0039
Si  0.0034  -0.001  0.0033
Si  -0.0032  0.0017  0.0043
Si  -0.0043  0.0043  0.0014
Si  0.0011  -0.0003  0.0029
Si  -0.0041  -0.0033  -0.0022
Si  -0.0064  0.0013  -0.0003
Si  -0.0021  -0.0036  0.0007
Si  -0.0006  -0.0006  0
Si  -0.0009  0.0005  0.0003
Si  -0.0028  0.0026  -0.0016
Si  -0.0007  0.0013  -0.0006
Si  -0.0006  0.0007  0.0006
Si  -0.0012  -0.0011  -0.0005
Si  -0.0007  0.0017  -0.0004
Si  0.0018  -0.0009  0.0012
Si  -0.002  -0.0006  -0.0004
Si  -0.0012  0.0035  0.0021
Si  -0.0025  -0.001  0.0011
Si  -0.0005  0.0015  -0.0007
Si  0  0.0009  0.0014
Si  -0.0003  0.0008  0.0011
Si  0  0.0014  0.0017
Si  -0.0039  -0.0005  0.0013
Si  -0.0019  0.0003  -0.0011
Si  -0.0016  0.0012  0.0008
Si  0.0003  0.0008  -0.0003
Si  -0.001  -0.0004  0.0011
Si  -0.0031  0.0003  0.0022
Si  0.0005  0.0018  -0.0009
Si  -0.0032  -0.0008  -0.0003
Si  -0.0021  0.0004  -0.0012
Si  -0.0045  -0.0009  -0.0012
Si  -0.0029  0.0002  0.0003
Si  0.0011  0.0005  -0.0004
Si  -0.0005  0.0012  0.0004
Si  -0.0019  0.0007  0.0021
Si  -0.0029  -0.0012  0.0003
Si  -0.0002  0.0011  0.0009
Si  -0.002  -0.0002  0.001
Si  -0.003  0.0009  -0.0003
Si  -0.0015  0.0013  0.0018
Si  -0.0014  0.0011  0.0006
Si  0.0014  0.0007  0.0011
Si  -0.0025  -0.0008  0.0008
Si  -0.001  0.0005  0.0009
Si  -0.0017  -0.0004  0.0009
Si  -0.0021  -0.0014  0.0003
Si  -0.0012  0.0001  0.0002
Si  0.001  0.0008  0.0014
Si  -0.0017  0.0008  0
Si  -0.0033  0.0002  -0.0003
Si  0.0003  0.0014  0.0016
Si  -0.0003  0.0012  0.0002
Si  -0.0013  -0.001  0.0003
Si  0.0011  0.0023  -0.0009
Si  -0.0019  0.0004  0.0012
Si  -0.0012  0.0004  -0.0017
Si  0.001  0.0007  -0.0013
Si  0.001  -0.0016  -0.0004
Si  0.0016  0.0014  0.0006
Si  -0.0012  0.0026  0.0001
Si  -0.0012  -0.0017  -0.0016
Si  0.0003  -0.0007  -0.0022
Si  -0.0029  0.0001  -0.0021
Si  -0.0029  0.0005  -0.0015
Si  -0.0008  0.0008  0.0016
Si  0.0008  0.0002  -0.0003
Si  -0.003  -0.0008  -0.0028
Si  0.0005  0.0008  -0.0015
Si  -0.0018  0.0005  -0.002
Si  -0.0007  0.0019  -0.0017
Si  -0.0011  0.0021  -0.0034
Si  -0.0011  0  0
Si  -0.0024  -0.001  -0.0016
Si  0.0029  -0.009  0.0441
Si  -0.008  0.0064  0.0422
Si  -0.0018  0.0104  0.0395
Si  0.0058  -0.0043  0.0461
Si  -0.0038  0.0116  0.0429
Si  0.0083  -0.0004  0.0393
Si  0.0089  -0.0059  0.0508
Si  -0.0078  0.0053  0.0511
Si  -0.0032  0.0062  0.0799
Si  0.0087  -0.0036  -0.0597
Si  0.001  -0.0037  -0.092
Si  0.0037  -0.0106  0.0859
Si  0.0081  -0.0027  -0.0917
Si  -0.0161  0.0003  0.0813
Si  0.0081  -0.0054  0.0014
Si  0.0144  0.0113  0.0704
Si  -0.0037  -0.0073  0.081
Si  -0.0083  -0.0006  -0.0063
Si  0.0082  0.006  0.0333
Si  -0.0116  0.0029  -0.003
Si  0.003  -0.0051  0.0074
Si  0.0127  0.0021  0.039
Si  -0.0186  0.0181  0.0654
Si  0.0111  -0.0008  -0.038
Si  0.0135  0.0049  -0.0667
Si  -0.0125  0.0015  0.0293
Si  -0.0017  -0.0081  -0.0401
Si  0.0123  -0.0007  -0.1015
Si  0.0095  0.0065  0.0903
Si  -0.0132  0.0072  -0.0909
Si  0.0012  0.002  -0.0174
Si  -0.0063  0.0095  0.0732
Si  -0.0063  -0.0132  -0.0922
Si  -0.0138  -0.006  -0.0617
Si  -0.0069  0.0028  0.0201
Si  -0.0083  0.009  -0.0228
Si  -0.0014  0.0068  -0.0186
Si  0.0046  -0.0045  -0.0524
Si  -0.0173  0.0003  -0.0668
Si  -0.0175  -0.0026  -0.0726
Si  0.0014  -0.0072  0.0256
Si  0.0044  -0.0059  -0.004
Si  0.0048  0.0004  0.0639
Si  0.0048  -0.0017  0.0074
O  0.0032  -0.0005  -0.009
O  0.0089  -0.0001  -0.0254
O  -0.0002  -0.0061  0.0198
O  0.0063  -0.0143  -0.0244
O  -0.0066  0.0044  0.0241
O  0.0047  0.0013  -0.0064
O  -0.001  -0.0022  0.0284
O  0.0001  -0.0054  0.0144
O  0.0193  -0.0096  0.047
O  -0.0012  -0.0006  -0.024
O  0.014  0.0082  -0.0358
O  -0.0094  -0.0086  -0.0282
O  0.0152  0.006  0.0536
O  -0.0203  0.0209  0.0459
O  0  -0.0224  0.0686
O  0.0024  0.001  -0.0326
O  0.0068  0.0123  0.0332
O  -0.0028  0.0004  -0.0286
O  0.0163  -0.017  -0.0479
O  -0.0026  0.0012  -0.0167
O  -0.016  0.0217  -0.0447
O  0.0128  0.0028  -0.0362
O  0.0057  -0.0055  -0.0093
O  -0.0192  0.0192  -0.0554
O  0.0207  -0.0168  -0.0596
O  -0.0031  -0.0176  -0.0302
O  0.0026  -0.0003  0.0022
O  -0.0146  0.0099  -0.0396
O  -0.0163  -0.0055  -0.0502
O  0.0086  -0.0057  -0.0784
O  0.0101  -0.0045  0.0144
O  -0.0006  -0.0018  -0.0192
O  0.0067  0.0041  0.0264
O  0.0038  0.0013  -0.0069
O  -0.0004  -0.0035  -0.0073
O  0.0107  -0.005  -0.0032
O  0.0057  -0.0001  -0.0151
O  0.0063  -0.015  -0.0496
O  0.0127  -0.0088  0.0611
O  -0.0037  -0.0037  -0.0245
O  0.0001  -0.0027  0.0043
O  -0.0093  -0.0069  0.0289
O  0.0001  0.0002  -0.0029
O  0.008  0.0042  -0.018
O  0.006  -0.0048  -0.0177
O  -0.0014  -0.0042  0.0214
O  -0.0056  0.0024  0.0115
O  0.0209  0.0128  0.064
O  -0.0271  0.0067  -0.0609
O  -0.001  -0.0085  -0.0066
O  -0.0026  -0.0201  -0.0456
O  -0.0052  -0.0007  -0.0126
O  -0.0021  0.0154  0.0431
O  0.0052  -0.0028  0.0222
O  0.0001  -0.0089  0.0195
O  0.0048  -0.0026  0.0021
O  -0.007  0.0073  -0.0306
O  -0.0127  0.0235  0.0537
O  0.0065  -0.0019  0.0069
O  0.0143  -0.0189  0.0472
O  0.0051  0.0029  0.0107
O  -0.0132  0.0187  -0.0554
O  0.0035  0.0038  -0.0426
O  -0.0031  0.003  0.0226
O  -0.0175  0.0163  0.0477
O  0.0003  -0.0001  0.0186
O  0.0103  0.0075  0.0296
O  0.0007  0.0014  0.0171
O  0.0008  -0.0058  0.0022
O  -0.0052  -0.0021  -0.0021
O  0.0181  0.0043  -0.0441
O  -0.0061  0.0033  0.0314
O  0.0041  0.011  0.0254
O  -0.0165  0.0045  0.0422
O  0.0102  0.0019  -0.0022
O  0.0087  0.0064  -0.03
O  0.0005  -0.0025  -0.0055
O  0.0154  -0.0182  -0.0402
O  0.0063  -0.006  0.0176
O  0.0181  -0.0138  0.0633
O  -0.0094  -0.0176  0.0593
O  0.0075  -0.0011  0.0121
O  0.0005  -0.0045  0.0072
O  0.0075  -0.0065  0.0053
O  0.0035  -0.0029  0.0269
O  0.0004  0.0044  0.033
O  -0.0149  -0.0019  0.0696
O  0.0014  0.0028  0.0204

The program warned: the cutoff lies below the one the program advises for these potential files; the forces do not sum to zero within the program's tolerance; empty levels may hold ghost states of the PAW files; the exchange-correlation potential is rough where the density is thin.
